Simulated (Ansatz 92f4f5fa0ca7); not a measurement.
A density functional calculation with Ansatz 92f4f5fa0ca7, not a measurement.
Periodic cell of 224 atoms, Si132O90As1H1, from a study of silicon, its oxide and their interface. The atomic structure is a simulated model.
Doubt: the cutoff is far below the 930 eV that the study's wrapper takes by default for these files, so forces and energies are approximate.
This geometry differs little from another in the collection (a relaxation step or a small displacement).

Settings
functional: PBE
potential files: Ansatz PAW
basis: plane waves
wave-function cutoff: 580 eV
density cutoff ratio: 5
exchange-correlation grid ratio: 1
k mesh: 1 x 1 x 1, Gamma-centred
self-consistency stop: 5e-08 eV per atom in the density residual
occupations: fixed
spin: none
net charge: 0

Cell vectors (angstrom)
a, 10.938, 0, 0
b, 0, 10.938, 0
c, 0, 0, 33.3103

Atoms and the computed forces on them: element, x, y, z (angstrom), force x, y, z (eV/angstrom)
Si, 0.4396, -0.3411, 25.9721, -0.0024, 0.0004, 0.0049
Si, 5.3334, 0.3143, 25.7776, -0.0003, 0.0014, -0.0018
Si, 2.9516, 2.4074, 25.7753, 0.0006, 0.0006, 0.0016
Si, 7.9464, 3.0354, 26.049, -0.0003, -0.0004, 0.0016
Si, -0.2765, 5.6237, 25.7545, -0.0002, -0.0008, -0.0023
Si, 5.8457, 5.3311, 25.8557, -0.0014, -0.0013, 0.0013
Si, 2.6097, 8.3225, 25.7199, -0.0002, -0.0002, -0.0023
Si, 8.5717, 8.0103, 25.7881, -0.0003, 0.0011, 0.0041
Si, 1.5073, 1.2948, 27.2602, -0.0017, 0.001, -0.004
Si, 6.7903, 1.4104, 27.2594, 0.0005, -0.0028, -0.0005
Si, 4.1135, 4.1221, 27.0085, 0.0002, -0.0004, -0.0029
Si, 9.5931, 4.1485, 27.2538, 0.0015, -0.0004, -0.0013
Si, 1.3799, 6.7847, 27.0511, 0.0001, -0.0014, -0.0002
Si, 6.974, 6.8772, 27.1796, -0.0009, 0.0013, -0.0043
Si, 4.1891, 9.5449, 27.0307, 0.0003, -0.0012, -0.0012
Si, 9.6771, 9.529, 27.1959, -0.0001, 0.0014, -0.0033
Si, 2.8443, -0.0921, 28.5575, 0.0003, 0.0005, 0.0003
Si, 8.2259, -0.0174, 28.5084, 0.0018, -0.0012, -0.0006
Si, 0.0421, 2.6991, 28.5221, 0.0013, -0.0015, -0.0007
Si, 5.4073, 2.7869, 28.5432, -0.0012, 0.0011, -0.0003
Si, 2.7455, 5.4437, 28.4563, 0.0009, -0.0006, 0.0009
Si, 8.2284, 5.4847, 28.5976, 0.0007, 0.0008, 0.0015
Si, 0.0573, 8.1365, 28.5384, -0.0012, 0.0011, -0.0001
Si, 5.5058, 8.1981, 28.4845, 0.0011, -0.0009, 0.0009
Si, 4.1018, 1.3673, 29.892, 0.0934, -0.0183, 0.2953
Si, 9.5708, 1.3673, 29.892, 0.0463, -0.0662, -0.1084
Si, 1.3673, 4.1018, 29.892, 0.1776, -0.0089, -0.1929
Si, 6.8362, 4.1018, 29.892, -0.2007, 0.0821, 0.1986
Si, 4.1018, 6.8362, 29.892, 0.012, -0.0513, -0.4906
Si, 9.5708, 6.8362, 29.892, 0.3135, 0.091, 0.5332
Si, 1.3673, 9.5708, 29.892, 0.2515, -0.3094, 0.0927
Si, 6.8362, 9.5708, 29.892, 0.0588, -0.0093, -0.1328
Si, 0, 0, 31.2593, 0.0007, 0.0248, -0.0375
Si, 5.469, 0, 31.2593, 0.0685, 0.1771, -0.002
Si, 2.7345, 2.7345, 31.2593, -0.0521, -0.0786, -0.01
Si, 8.2035, 2.7345, 31.2593, -0.0525, 0.011, -0.0255
Si, 0, 5.469, 31.2593, -0.0673, 0.0838, 0.0048
Si, 5.469, 5.469, 31.2593, 0.0651, -0.0192, 0.0008
Si, 2.7345, 8.2035, 31.2593, -0.0903, 0.0647, 0.0174
Si, 8.2035, 8.2035, 31.2593, 0.0704, 0.0328, -0.0098
Si, 1.3673, 1.3673, 32.6265, -0.0063, 0.0325, -0.0026
Si, 6.8362, 1.3673, 32.6265, 0.0291, -0.0845, -0.007
Si, 4.1018, 4.1018, 32.6265, 0.0021, 0.002, -0.0191
Si, 9.5708, 4.1018, 32.6265, 0.0626, -0.0212, -0.0341
Si, 1.3673, 6.8362, 32.6265, 0.0574, -0.079, -0.0141
Si, 6.8362, 6.8362, 32.6265, -0.0208, 0.0203, -0.0075
Si, 4.1018, 9.5708, 32.6265, 0.0392, -0.0525, -0.0377
Si, 9.5708, 9.5708, 32.6265, -0.0317, -0.0142, -0.0125
Si, 2.7345, 0, 0.6835, -0.0135, 0.0025, 0.0066
Si, 8.2035, 0, 0.6835, 0.0121, 0.0728, 0.0486
Si, 0, 2.7345, 0.6835, -0.0936, 0.0203, 0.0113
Si, 5.469, 2.7345, 0.6835, 0.0195, 0.0091, 0.0135
Si, 2.7345, 5.469, 0.6835, -0.0317, 0.0238, 0.0393
Si, 8.2035, 5.469, 0.6835, 0.0016, -0.0176, 0.0078
Si, 0, 8.2035, 0.6835, -0.0005, 0, 0.0091
Si, 5.469, 8.2035, 0.6835, -0.0286, 0.0776, 0.0048
Si, 4.1018, 1.3673, 2.0507, -0.0194, -0.0257, 0.0379
Si, 9.5708, 1.3673, 2.0507, 0.0887, -0.0149, -0.0134
Si, 1.3673, 4.1018, 2.0507, -0.0448, -0.1152, -0.0155
Si, 6.8362, 4.1018, 2.0507, 0.0085, 0.0134, 0.0371
Si, 4.1018, 6.8362, 2.0507, 0.0841, -0.0246, -0.0157
Si, 9.5708, 6.8362, 2.0507, -0.0207, 0.0098, 0.0295
Si, 1.3673, 9.5708, 2.0507, -0.0016, 0.0255, 0.0383
Si, 6.8362, 9.5708, 2.0507, -0.0624, -0.1598, -0.0259
Si, 0, 0, 3.418, 0.0649, 0.347, -0.3454
Si, 5.469, 0, 3.418, -0.2206, -0.1659, 0.1484
Si, 2.7345, 2.7345, 3.418, -0.278, -0.0245, -0.0013
Si, 8.2035, 2.7345, 3.418, 0.0555, 0.0772, 0.141
Si, 0, 5.469, 3.418, 0.0304, -0.072, 0.1716
Si, 5.469, 5.469, 3.418, -0.0533, 0.2335, -0.1951
Si, 2.7345, 8.2035, 3.418, 0.0773, 0.0377, 0.2445
Si, 8.2035, 8.2035, 3.418, -0.3606, -0.1571, -0.3388
Si, 1.3404, 1.3681, 4.812, 0.0001, -0.0002, 0.0004
Si, 6.7963, 1.3869, 4.77, -0.0002, 0.001, -0.0021
Si, 4.0442, 4.1644, 4.7465, 0, 0.0012, -0.0017
Si, 9.5638, 4.1121, 4.8189, 0.0001, 0.0011, -0.0007
Si, 1.3616, 6.8421, 4.8014, 0.0006, 0.0004, -0.0021
Si, 6.8126, 6.8417, 4.7957, 0, -0.0007, -0.0006
Si, 4.0788, 9.5743, 4.8501, 0.0001, 0.0004, -0.001
Si, 9.5113, 9.6236, 4.6875, 0.0007, -0.0001, -0.0024
Si, 2.6326, -0.0531, 6.2379, -0.0008, 0.0002, 0.0017
Si, 8.1579, -0.0028, 6.0954, -0.0017, 0.0009, 0.0022
Si, -0.0254, 2.7487, 6.2213, -0.0007, -0.0003, 0.0015
Si, 5.3456, 2.7297, 6.0528, 0.0007, -0.0017, 0.0024
Si, 2.7323, 5.5035, 6.2289, -0.0017, 0.0005, 0.0012
Si, 8.1333, 5.4289, 6.1783, 0.0006, -0.0001, 0.0027
Si, -0.1245, 8.2267, 5.9995, -0.0003, -0.0012, 0.0025
Si, 5.4571, 8.1961, 6.2332, 0, 0.0011, 0.0013
Si, 3.7841, 1.6242, 7.4242, 0.0007, -0.0017, -0.0006
Si, 9.692, 1.1226, 7.4522, 0.0009, 0.0007, 0.0006
Si, 1.5987, 3.8962, 7.5354, 0, -0.0008, 0.0013
Si, 6.5186, 4.2046, 7.4262, 0.0018, -0.001, 0.0002
Si, 4.3903, 6.5592, 7.5932, 0.0002, 0.0002, 0.0031
Si, 9.2663, 7.1229, 7.3612, -0.0009, -0.0025, -0.0015
Si, 0.8984, 9.7402, 7.4434, 0.0023, -0.0003, -0.0018
Si, 7.0769, 9.3807, 7.4966, -0.0003, -0.0023, 0.0008
O, 9.6014, 6.8106, 25.2531, 0.0004, -0.0005, 0
O, 4.1392, 1.3557, 25.2497, 0.0003, -0.0006, 0.0016
O, 8.1908, 8.239, 7.9691, -0.0002, 0.0017, -0.0018
O, 2.7077, 2.7523, 8.0003, -0.0007, -0.0003, -0.0021
O, 6.892, 4.1313, 25.3794, -0.0004, 0.0005, 0.0014
O, 1.4882, 9.4835, 25.3093, 0.0005, -0.001, -0.0001
O, 5.4883, 5.38, 7.9347, -0.001, 0.0005, -0.0032
O, -0.116, 0.0159, 7.9093, -0.0007, 0.0004, -0.0013
O, 6.9676, 3.3831, 8.7893, -0.0021, 0.0006, 0.0002
O, 6.5472, 10.1429, 8.8717, -0.0003, -0.0002, -0.0006
O, 10.1435, 6.5565, 8.6291, 0.0003, 0.0014, -0.0005
O, 1.1227, 8.8511, 8.8121, 0, -0.0007, -0.0013
O, 4.6033, 1.0518, 8.7209, -0.0005, 0.0005, -0.0005
O, 1.0383, 4.6219, 8.9248, 0.0005, 0, -0.0008
O, 8.9245, 1.5558, 8.8526, 0.0006, -0.0016, -0.0016
O, 3.9623, 7.036, 9.1109, 0.0005, -0.0013, -0.0028
O, 8.0405, 8.8424, 24.4581, 0.0002, 0, -0.0012
O, 8.7064, 2.2996, 24.8143, -0.0021, 0.0026, 0.0024
O, 5.4995, 6.272, 24.531, 0.0006, -0.0002, -0.0011
O, 2.0045, 2.8128, 24.4768, -0.0004, -0.0002, -0.0011
O, 10.7531, 0.4499, 24.694, 0.0036, -0.0036, -0.0001
O, 0.1951, 4.7699, 24.4103, -0.0007, 0.0013, 0.0003
O, 7.2655, 11.8803, 20.6948, -0.0015, -0.0027, 0.0027
O, 6.228, 10.7822, 24.4649, -0.0015, 0.0003, -0.0003
Si, 9.6721, 1.3662, 23.9288, 0.0023, -0.0018, -0.0032
Si, 4.6132, 6.4358, 20.5768, -0.0027, -0.0002, -0.0012
Si, 1.0553, 8.8927, 10.4399, -0.0022, -0.0001, 0.0023
Si, 17.2771, 5.2406, 15.8562, 0.0003, 0.0003, -0.0026
Si, 7.3225, 2.1521, 19.5941, -0.0011, 0.0031, -0.0016
Si, 19.3112, 14.3066, 12.6116, -0.0004, 0.0009, 0.0001
Si, 11.0315, 4.9672, 16.8322, -0.0019, 0.0075, -0.0045
Si, 9.2384, -0.6168, 16.4716, -0.0006, 0.0058, -0.0061
Si, 15.4315, 10.5, 19.0358, -0.0031, -0.0034, -0.0045
Si, 12.6894, 3.0103, 18.3095, 0.0006, 0.0008, -0.0021
Si, 8.3589, 2.9357, 9.5092, -0.0015, -0.0009, -0.0011
Si, 2.9872, 7.9641, 18.4585, -0.0024, 0.0016, 0.0015
Si, 11.5523, 1.0977, 16.2854, 0.0012, 0.0015, -0.0039
Si, 0.4392, 13.641, 13.5395, 0.0009, 0.0006, 0.0003
Si, 4.2842, 2.4803, 20.0421, 0.0021, 0.0013, -0.0011
Si, 6.1301, 2.4453, 14.439, -0.0006, 0.0012, -0.0009
As, 7.3902, 5.7096, 18.9303, 0.0002, 0.0003, -0.0017
Si, 5.2161, 10.7704, 9.5901, 0.0002, 0.0017, -0.0002
Si, 15.1674, 6.5751, 23.5543, 0.0002, 0.0005, 0.0013
Si, 17.9389, 10.2545, 20.6826, -0.0022, 0.0004, -0.0002
Si, 3.0799, 4.3285, 21.9579, -0.0006, 0.0016, -0.0007
Si, 11.4585, 9.5767, 14.8336, 0.0061, -0.0029, -0.0043
Si, 6.5676, 11.6001, 16.9932, -0.0014, 0.0019, -0.0042
Si, 5.2753, 8.2738, 13.1076, 0.0006, 0.0004, -0.0015
Si, 10.5356, 5.2067, 9.4372, 0.0012, 0.0018, -0.0003
Si, 3.7236, 6.9701, 15.4816, 0.0059, -0.0045, -0.004
Si, 7.4875, 10.1421, 23.6331, 0.0008, 0, 0.0037
Si, -2.1791, 8.4726, 18.847, 0.0001, -0.0021, -0.0019
Si, -0.384, 6.794, 12.0646, -0.0005, 0.0011, -0.0013
Si, 1.619, 10.9872, 12.3302, -0.0017, -0.0018, 0.0051
Si, 11.0458, 6.6951, 19.0561, -0.0026, -0.0033, -0.0073
Si, 3.8452, 8.108, 10.3247, -0.0005, -0.0011, -0.0006
Si, 0.8152, 3.4997, 23.5723, -0.0002, -0.0001, 0.0016
Si, 10.075, 3.7726, 19.1592, -0.0007, 0.0005, -0.0039
Si, 4.8529, 11.2557, 12.5549, 0.0014, 0.0014, 0.0003
Si, 7.82, 6.2828, 13.5025, -0.0009, -0.0009, 0.0005
Si, 1.336, 5.393, 14.1492, -0.0055, 0.0004, 0.0005
O, 9.9573, 7.728, 19.6726, -0.0023, 0.0025, 0.0015
O, 5.1094, 1.7044, 13.3895, -0.0001, 0.0007, 0.0001
O, 11.4062, 2.8231, 19.3466, -0.0014, -0.0002, 0.0028
O, 7.39, 12.4837, 18.091, 0.0008, -0.003, -0.0032
O, 4.1227, 7.9727, 14.2434, -0.0025, 0.0003, 0.0014
O, 4.0362, 0.8833, 19.8732, -0.0032, 0.0031, 0.0038
O, 2.3491, 8.0411, 10.9472, -0.001, -0.0005, 0.0005
O, -1.0813, 4.0253, 17.5197, -0.001, -0.0016, 0.0016
O, 7.736, 4.8864, 12.6259, -0.0006, 0.0002, -0.0012
O, 9.4729, -1.8351, 17.5267, 0.0025, -0.0057, 0.0053
O, 5.7891, 14.9001, 14.963, -0.0007, 0.0001, 0.0002
O, 5.5126, 9.9007, 13.2223, -0.0001, -0.0006, 0.0009
O, 10.7245, 8.1604, 11.1731, 0.0005, 0.001, -0.0008
O, 17.6234, 4.9384, 17.4351, 0.0003, -0.0002, 0.0018
O, 1.3246, 10.6618, 15.7694, 0.002, 0.0005, -0.0018
O, 6.0533, 12.5077, 15.7854, -0.0003, -0.0015, 0.0023
O, 1.6003, 7.3692, 19.1417, 0.0033, 0.0006, 0.0012
O, 19.6248, 3.1053, 19.7828, -0.0004, 0.0006, 0.0021
O, 7.536, 18.3913, 18.4199, -0.0004, -0.0001, 0.0007
O, 12.631, 1.7191, 17.3254, 0, -0.0012, -0.0014
O, 3.2362, 11.0732, 12.4458, -0.0075, 0.0002, -0.0015
O, 3.2195, 7.6238, 24.3244, 0.0007, 0.0004, 0.0009
O, 19.1652, 9.653, 19.81, -0.0007, 0, 0.0011
O, 9.4314, 4.08, 9.1121, -0.0009, 0, -0.0004
O, 11.9702, 9.8288, 13.3243, -0.0018, 0.0086, -0.0019
O, 3.8897, 2.9515, 21.5675, 0.0003, -0.0018, 0.0001
O, 4.6861, 7.149, 22.0766, 0, -0.0001, -0.0008
O, 1.1652, 10.4715, 10.8522, -0.0001, 0.0018, 0.0003
O, 5.1218, 6.2949, 15.9205, -0.0029, 0.0012, -0.0007
O, 18.5738, 10.5405, 16.374, -0.0026, 0.0014, -0.0025
O, -2.7763, 2.7638, 11.1094, -0.0006, 0, 0.0012
O, 6.6424, 7.3957, 13.2923, -0.0016, 0.001, -0.001
O, 5.857, 2.9067, 19.7504, -0.001, 0.001, 0.0004
O, 11.0407, 5.1403, 15.2328, -0.0001, -0.0003, 0.0004
O, 16.1908, 10.887, 17.6367, 0.002, -0.0018, -0.004
O, 10.1001, 11.6405, 16.9629, -0.0019, 0.0006, 0.0003
O, 0.3087, 2.1439, 15.0709, -0.0004, 0.0004, -0.0014
O, 3.5665, 5.0839, 23.3301, 0.0005, 0.0008, 0
O, 14.0567, -3.286, 16.8576, -0.0024, -0.0002, 0.0014
O, 11.7671, 8.0503, 15.2667, 0.0365, -0.0179, 0.1474
O, 5.5355, 11.3771, 11.0681, 0.001, 0.0007, -0.003
O, 4.098, -1.3496, 9.6816, -0.0003, 0.0012, -0.0016
O, 8.6563, 11.232, 23.2327, -0.0025, -0.0015, -0.0021
O, 4.8378, 7.8475, 11.5842, -0.0001, -0.0002, 0.0012
O, 10.5961, 2.4312, 23.0821, 0.0003, 0.0017, -0.0023
O, 3.3864, 5.3492, 20.7202, -0.0002, 0.0013, -0.0006
O, 7.6765, 5.8486, 15.0909, -0.0004, 0.0004, 0.0001
O, -0.4653, 5.5309, 11.0235, -0.0005, -0.0012, -0.0011
O, 9.8439, 9.886, 15.0116, -0.0103, -0.0023, 0.0017
O, 0.9433, 12.4394, 12.5727, -0.0004, -0.0001, -0.002
O, 6.9522, 9.644, 22.1833, -0.0013, 0, -0.0034
O, 1.5449, 3.9084, 13.4815, -0.0005, -0.0031, -0.0031
O, 4.2207, 7.3388, 19.3014, -0.001, 0.0003, -0.0001
O, 2.6966, 5.8419, 14.9047, 0.0027, 0.0009, 0.0011
O, 9.9494, 14.2284, 13.014, 0.0004, -0.0001, -0.0014
O, 3.1803, 9.5818, 18.7109, -0.0009, -0.0005, 0.0004
O, 9.2369, 6.9511, 13.0303, -0.0011, 0.0015, 0.0002
O, 17.009, 5.8078, 20.1782, 0.0012, 0.0004, -0.0015
O, 0.8948, 6.4615, 13.0142, 0.0008, -0.0009, -0.0017
O, 10.8184, 6.4881, 17.4298, 0.0009, -0.0031, 0.0054
O, 16.536, 9.7828, 19.9994, 0.0036, -0.0024, 0.0046
O, 1.4953, 4.0208, 22.1762, -0.0023, -0.0003, -0.0004
O, 10.6173, 5.2444, 19.7519, -0.0013, -0.0003, 0.0037
O, 23.3948, 4.376, 17.4139, -0.0008, 0.0024, 0.0002
O, 14.1586, 3.1521, 18.9821, -0.0018, 0.0017, -0.0015
O, 7.5931, 2.4503, 13.7143, -0.002, -0.0001, 0
H, 11.3813, 7.7312, 16.113, -0.0212, 0.0241, -0.1542

Results
free energy: -139968.950 eV
free energy less fixed offsets of As -4856.12, H -15.97, O -568.88, Si -635.61 eV per atom: 2.860 eV

The program warned: the cutoff lies below the one the program advises for these potential files; the forces do not sum to zero within the program's tolerance; the exchange-correlation potential is rough where the density is thin.
